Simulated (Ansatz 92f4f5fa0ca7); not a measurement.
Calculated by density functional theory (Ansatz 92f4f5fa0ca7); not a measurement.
Periodic cell of 240 atoms, Si147O87H6, from a study of silicon, its oxide and their interface. The atomic structure is a simulated model.
Doubt: the cutoff is far below the 930 eV that the study's wrapper takes by default for these files, so forces and energies are approximate.
This geometry differs little from another in the collection (a relaxation step or a small displacement).

Settings
functional: PBE
potential files: Ansatz PAW
basis: plane waves
wave-function cutoff: 580 eV
density cutoff ratio: 5
exchange-correlation grid ratio: 1
k mesh: 1 x 1 x 1, Gamma-centred
self-consistency stop: 5e-08 eV per atom in the density residual
occupations: fixed
spin: none
net charge: 0

Cell vectors (angstrom)
a	11.6015	0	0
b	0	10.938	0
c	0	0	33.0467

Atoms and the computed forces on them: element, x, y, z (angstrom), force x, y, z (eV/angstrom)
Si	0.1196	-0.0948	24.255	-0.0008	0.0202	-0.042
Si	4.0108	0.0404	24.2647	0.0115	0.2487	0.3921
Si	7.861	-0.0024	24.4196	-0.0092	-0.0109	0.0369
Si	2.0239	1.3025	24.3064	0.0237	-0.2521	0.3944
Si	5.9687	1.3795	24.2468	0.0482	0.0069	0.0026
Si	9.8267	1.2905	24.4248	-0.0357	-0.2996	0.3737
Si	-0.0024	5.4494	24.2857	-0.0173	-0.0365	-0.0427
Si	4.0518	5.6416	24.3551	-0.0011	-0.0022	-0.0142
Si	7.8695	5.1708	24.483	0.0154	-0.0562	-0.0033
Si	1.988	6.7669	24.3757	0.0377	0.0021	-0.0264
Si	6.0917	6.7425	24.5469	-0.0039	0.0641	0.0137
Si	9.6141	6.7257	24.4007	-0.0301	0.0203	-0.0146
Si	1.9755	2.7223	26.2115	0.0058	-0.0092	0.0327
Si	5.8435	2.6518	26.2572	0.0153	0.0201	0.0335
Si	9.7594	2.6434	26.3525	0.0269	0.0454	0.032
Si	0.0287	4.0897	26.2509	-0.024	-0.0281	0.0566
Si	3.9429	4.0542	26.1553	0.0229	-0.0361	0.0481
Si	7.7987	3.9384	26.4204	-0.0164	-0.0294	0.0244
Si	2.0018	8.235	26.2296	-0.0342	0.0513	0.0296
Si	5.9008	8.2016	26.3792	0.0625	0.0219	0.0274
Si	9.7248	8.1573	26.2958	-0.0164	0.039	0.0446
Si	0.0494	9.5429	26.2309	0.0378	-0.0511	0.0504
Si	3.9706	9.5827	26.2098	-0.0103	-0.0128	0.0289
Si	7.8218	9.5671	26.349	-0.0263	-0.0391	0.0023
Si	0.0621	-0.0249	28.1898	-0.0129	0.0353	-0.0087
Si	3.8921	-0.0299	28.1848	0.0214	0.0311	0.0275
Si	7.7833	0.0109	28.2438	0.0021	0.0415	0.0191
Si	1.9785	1.3779	28.1804	-0.023	-0.0229	0.0092
Si	5.8188	1.3304	28.2172	0.0025	-0.0266	-0.0253
Si	9.7394	1.3267	28.2674	-0.0023	-0.0489	0.0359
Si	0.0598	5.4651	28.1951	-0.007	0.0186	-0.0269
Si	3.9046	5.4272	28.1496	-0.0232	0.0484	-0.0077
Si	7.7791	5.4574	28.2308	0.0045	0.0393	0.0049
Si	1.9944	6.8412	28.1731	0.013	-0.0456	0.0079
Si	5.8304	6.8012	28.2535	0.0031	-0.03	-0.0027
Si	9.7199	6.8144	28.2293	-0.0039	-0.0486	0.0163
Si	1.9336	2.7345	30.1474	0.043	-0.0517	-0.108
Si	5.8008	2.7345	30.1474	-0.0127	-0.0302	-0.1131
Si	9.6679	2.7345	30.1474	0.078	0.0333	0.1521
Si	0	4.1018	30.1474	0.0851	-0.0104	-0.1032
Si	3.8672	4.1018	30.1474	-0.0015	-0.0292	-0.2679
Si	7.7343	4.1018	30.1474	0.0355	-0.0716	0.1142
Si	1.9336	8.2035	30.1474	0.0719	-0.0711	-0.1265
Si	5.8008	8.2035	30.1474	-0.0106	-0.0687	0.1552
Si	9.6679	8.2035	30.1474	0.0401	0.0056	0.0246
Si	0	9.5708	30.1474	0.1217	-0.0925	-0.1213
Si	3.8672	9.5708	30.1474	-0.0428	-0.0456	-0.1133
Si	7.7343	9.5708	30.1474	0.0228	-0.0714	0.0782
Si	0	0	32.081	0.0013	0.0799	0.0052
Si	3.8672	0	32.081	0.0081	0.0523	-0.0127
Si	7.7343	0	32.081	-0.0028	-0.0088	0.0178
Si	1.9336	1.3673	32.081	-0.0034	-0.0752	-0.019
Si	5.8008	1.3673	32.081	0.0065	-0.0522	-0.0168
Si	9.6679	1.3673	32.081	0.012	-0.0005	0.0104
Si	0	5.469	32.081	0.0126	0.0779	0.0079
Si	3.8672	5.469	32.081	-0.0106	0.0726	-0.0441
Si	7.7343	5.469	32.081	-0.0115	0.0024	0.0192
Si	1.9336	6.8362	32.081	-0.0039	-0.1159	-0.0241
Si	5.8008	6.8362	32.081	-0.0121	0.0344	0.0038
Si	9.6679	6.8362	32.081	0.0063	-0.0682	0.0129
Si	1.9336	2.7345	0.9679	-0.0748	0.0354	0.0955
Si	5.8008	2.7345	0.9679	-0.0741	0.0623	0.0382
Si	9.6679	2.7345	0.9679	-0.011	0.0592	-0.0006
Si	0	4.1018	0.9679	-0.0375	0.0462	0.0593
Si	3.8672	4.1018	0.9679	-0.0313	0.0053	-0.1267
Si	7.7343	4.1018	0.9679	0.0206	0.0159	-0.0439
Si	1.9336	8.2035	0.9679	-0.0499	0.0882	0.0464
Si	5.8008	8.2035	0.9679	0.0214	0.0712	-0.0861
Si	9.6679	8.2035	0.9679	-0.026	0.0739	0.1337
Si	0	9.5708	0.9679	-0.0065	-0.0051	-0.0028
Si	3.8672	9.5708	0.9679	-0.1107	0.0202	0.0042
Si	7.7343	9.5708	0.9679	-0.042	0.0315	-0.0936
Si	-0.0521	-0.0004	2.9069	-0.0108	0.0483	-0.0168
Si	3.7921	0.0144	2.8969	0.0164	0.0418	-0.0141
Si	7.6857	0.036	2.8689	0.0039	0.0428	-0.016
Si	1.8635	1.4041	2.9359	0.0027	-0.0387	-0.0213
Si	5.7297	1.3659	2.8974	-0.0004	-0.045	-0.0103
Si	9.632	1.3729	2.896	0.0043	-0.0488	-0.0142
Si	-0.0382	5.4916	2.9061	-0.0034	0.0547	-0.0142
Si	3.8299	5.5051	2.8654	-0.0084	0.063	-0.02
Si	7.7113	5.4829	2.8866	0.0005	0.0446	-0.0148
Si	1.8921	6.8634	2.9234	0.0053	-0.0498	-0.0004
Si	5.7787	6.843	2.8823	0.0075	-0.0403	-0.003
Si	9.6331	6.8601	2.9276	-0.0022	-0.0423	-0.0125
Si	1.857	2.8202	4.867	-0.0138	0.0323	0.0065
Si	5.7136	2.7623	4.8055	0.0328	0.0595	-0.0087
Si	9.6303	2.7392	4.8257	-0.0048	0.0416	-0.0146
Si	-0.1111	4.1983	4.8801	0.0046	-0.0339	-0.0051
Si	3.8042	4.17	4.7809	0.003	-0.0422	-0.0126
Si	7.6742	4.0517	4.7567	-0.0349	-0.0383	0.0049
Si	1.8583	8.246	4.8676	-0.0116	0.0397	-0.0048
Si	5.7652	8.2461	4.7772	0.0053	0.014	0.0036
Si	9.5664	8.2235	4.8866	-0.0466	0.0486	-0.0294
Si	-0.0838	9.5878	4.8502	0.03	-0.047	0.004
Si	3.827	9.582	4.8144	-0.01	-0.0271	-0.0077
Si	7.6906	9.6528	4.7994	0.0178	-0.0317	0.0096
Si	-0.0085	0.0484	6.753	-0.015	-0.0232	0.0209
Si	3.8898	0.0309	6.7174	-0.0146	-0.0159	0.017
Si	7.7218	0.1376	6.7205	-0.0119	-0.0378	-0.0298
Si	1.9549	1.3537	6.7323	0.0139	0.0184	-0.0059
Si	5.7757	1.4462	6.7669	0.0084	0.0188	0.0216
Si	9.7057	1.4505	6.8131	0.0029	0.0076	0.0122
Si	-0.2982	5.6427	6.8256	0.0115	-0.0388	0.001
Si	3.7043	5.5786	6.6748	0.0153	-0.0363	0.012
Si	7.4958	5.3509	6.68	-0.0156	-0.0558	-0.0174
Si	1.7311	6.8571	6.7909	-0.0144	0.0342	-0.0014
Si	5.7069	6.8596	6.6825	0.0216	0.0619	-0.0194
Si	9.2699	6.8905	6.8652	-0.0067	0.034	0.0331
O	8.7737	7.7714	8.2318	0.0276	-0.0382	-0.0197
O	2.0723	2.2568	8.1255	0.0023	-0.0044	-0.0061
O	6.058	7.8497	7.9959	-0.0088	-0.015	0.0148
O	7.3863	4.425	8.075	0.0109	0.0124	0.0009
O	5.7523	2.3118	8.2012	-0.0115	-0.019	-0.0104
O	7.5764	10.1122	8.0593	0.0025	0.0188	0.0239
O	11.3008	4.705	8.1969	0.0011	0.0129	0.0002
O	1.7646	7.7078	8.2381	0.0021	-0.011	-0.0125
O	9.5954	4.1815	10.2062	0.0026	-0.0114	0.0169
O	9.1385	7.6468	23.08	0.0287	-0.0162	-0.0028
O	8.0088	4.1673	23.1432	0.0137	0.0377	0.0274
O	7.8722	9.9877	23.0468	-0.0013	-0.0037	-0.0228
O	2.2034	7.324	22.779	-0.0327	0.0265	0.0046
O	4.1288	5.4657	22.6564	0.0205	-0.0188	0.0322
O	0.1318	9.8838	22.8691	-0.0031	0.0033	0.0248
O	6.1446	2.3045	22.8487	-0.0224	-0.0042	0.0013
O	11.5074	4.4623	22.9105	-0.0062	0.0284	0.0607
O	6.398	7.7555	23.2478	-0.0143	-0.0184	-0.005
Si	9.0532	11.904	20.4157	0.0078	0.0096	0.0328
Si	6.4264	3.5296	9.0534	0.0017	0.0103	0.0074
Si	13.3606	2.5032	9.6946	0.0098	-0.0088	0.0051
Si	-2.7347	7.4069	15.3188	0.0046	0.0114	-0.0109
Si	0.986	3.048	19.0611	-0.0077	0.0046	0.0125
Si	-0.4351	-3.6252	19.7868	-0.0048	0.0145	0.0302
Si	7.387	8.5974	8.6149	-0.0204	0.0131	-0.0038
Si	-4.2644	5.9135	13.0502	-0.006	0.0079	-0.012
Si	5.9338	11.2482	16.283	-0.0034	0.0115	-0.013
Si	7.7626	8.4135	22.6354	-0.0015	0.0074	0.0146
Si	7.3086	3.1613	22.0549	0.0138	-0.0125	-0.0101
Si	14.561	6.2306	21.7884	-0.0086	0.0008	-0.0003
Si	11.9454	4.837	21.3793	0.0031	0.0016	0.0147
Si	11.8796	7.988	14.9906	0.0074	-0.0041	0.0023
Si	1.9625	11.0991	19.2756	-0.0114	-0.0089	0.0108
Si	4.483	9.7895	18.5695	-0.0001	0.0052	-0.0173
Si	-1.0087	3.5442	9.0866	-0.0076	0.0103	-0.0027
Si	1.5263	0.7558	12.0997	-0.0092	0.0102	-0.0055
Si	8.5295	3.4859	11.2364	0.0041	-0.0037	-0.0176
Si	-1.3922	12.2521	12.9924	0.0086	-0.0108	-0.0039
Si	3.6563	4.5819	18.0582	-0.0022	-0.0124	-0.001
Si	8.3785	7.0282	18.2849	-0.0043	-0.0189	-0.0009
Si	3.3759	-1.7917	11.8113	-0.0076	-0.0004	-0.026
Si	0.5916	-0.0341	16.4231	0.0101	-0.0048	-0.016
Si	2.2643	-3.4238	9.7667	0.0023	0.003	0.0104
Si	3.8633	4.8208	10.4241	0.006	0.0025	-0.0087
Si	1.7817	5.4294	14.4809	-0.0018	0.0032	0.0066
Si	7.2716	9.3325	19.8012	0.008	0.0052	0.0427
Si	6.5799	-6.3736	19.3509	-0.0095	0.0035	0.0329
Si	1.2693	7.2371	12.4057	-0.0099	-0.0004	0.0041
Si	0.9511	2.3818	14.4673	0.004	-0.0017	-0.0085
Si	-0.1327	10.0347	21.2571	-0.0063	0.0088	0.0047
Si	4.5595	4.8326	13.5712	-0.008	-0.0082	0.016
Si	-3.6383	-0.7522	14.0844	-0.0032	0.0158	0.0015
Si	2.697	7.2516	18.9438	0.0037	-0.0042	0.0097
Si	7.5236	2.6102	17.0946	-0.0081	-0.0171	-0.005
Si	10.2559	1.875	17.5767	-0.0102	-0.0079	0.0078
Si	5.0022	2.9636	15.6659	-0.001	-0.0121	-0.0037
Si	6.5624	8.6798	11.7102	0.0046	0.0035	-0.0268
O	-0.011	2.8165	17.7743	0.0042	0.0008	-0.0012
O	-4.2128	5.963	19.0536	0.0047	0.0092	-0.0091
O	12.8781	1.1994	15.5718	-0.0083	-0.0037	0.0052
O	3.3114	6.2608	9.8872	-0.0074	0.018	0.0076
O	8.2399	6.7635	16.6786	-0.0066	-0.0013	0.0132
O	6.6754	4.1333	20.9147	0.0036	-0.0094	0.0063
O	0.2492	8.1244	13.3399	0.006	-0.0039	0.0037
O	0.1881	2.8395	9.9259	-0.0057	0.0053	0.0182
O	10.4625	7.4655	15.5508	0.0044	-0.0012	0.0036
O	5.2444	4.4848	9.6404	0.0031	-0.0063	0.0068
O	5.1928	-0.8828	17.1101	-0.0047	-0.0102	0.0136
O	9.7991	2.46	8.1486	-0.0054	-0.0125	0.0001
O	4.643	3.2906	14.1148	0.0029	0.0025	0.0008
O	-2.0033	1.6	19.0294	0.0074	0.004	-0.0199
O	-0.9245	0.4743	16.822	-0.0097	0.0091	0.0055
O	3.393	6.9842	20.4154	0.0001	-0.0056	-0.0011
O	7.2918	3.3863	18.4929	0.009	-0.0013	0.0023
O	2.7955	7.8377	12.6219	0.0073	0.0038	0.0028
O	4.2147	15.8264	12.0004	0.0032	0.0026	0.0019
O	8.3991	-2.0038	15.0229	-0.0011	-0.0049	0.0055
O	4.0675	3.8422	16.6721	-0.0066	0.0112	-0.0001
O	-1.228	0.3112	21.1322	0.0059	-0.0051	0.0054
O	3.4034	16.4962	14.4539	0.0065	-0.0005	-0.0035
O	1.3886	10.6564	17.8153	0.0146	-0.0005	0.0152
O	9.955	6.928	18.7534	0.0077	-0.0011	-0.0091
O	1.3098	3.9178	14.9462	0.0017	0.0016	0.0022
O	1.9524	-5.9058	21.3517	0.0018	0.0042	-0.0087
O	4.9789	4.6316	19.0187	0.0058	0.0043	-0.0032
O	5.0024	9.1667	11.9358	0.0046	-0.0016	0.0145
O	-0.4376	-4.7369	20.9766	0.0019	-0.0029	-0.0099
O	5.6546	9.4736	19.6505	0.0072	-0.0029	-0.0017
O	-3.679	-0.1421	20.052	-0.0131	-0.0149	-0.0145
O	7.6217	8.3335	21.0308	-0.0028	0.0089	-0.0015
O	7.8799	8.5738	18.4952	-0.0037	0.0069	-0.0066
O	-3.6438	4.6378	12.242	0.0022	-0.0115	0.0078
O	13.9391	-7.097	18.6605	-0.0029	0.0022	-0.0046
O	15.1976	0.0911	19.1867	0.0002	0.0069	-0.0035
O	-2.3452	2.2336	12.0152	-0.0085	0.0123	0.0008
O	8.3878	13.064	21.3622	0.0014	0.0072	0.0118
O	1.5064	1.6521	19.6725	0.0012	-0.0007	-0.0055
O	9.1084	13.5837	16.6968	0.0068	0.0024	0.0047
O	3.0062	8.9054	10.2228	-0.0047	-0.0054	0.0151
O	4.7454	1.3741	15.9076	0.0065	-0.0041	0.0063
O	0.0625	3.715	20.239	-0.003	0.0065	-0.0025
O	1.2186	-5.2482	12.9486	0.0005	0.0002	0.0065
O	14.7429	6.1142	17.8603	-0.003	0.0103	-0.0033
O	12.9183	-0.7115	20.5013	-0.0041	-0.0035	-0.0064
O	3.3883	8.6024	18.3769	-0.0019	-0.0062	-0.0005
O	-4.8981	10.848	14.8988	-0.0019	0.0019	0.0052
O	-0.1295	0.514	12.2271	-0.0031	-0.0003	0.0097
O	1.2909	6.732	15.3735	0.0002	-0.0013	-0.0075
O	7.4592	9.6683	12.6326	-0.009	-0.0081	-0.0016
O	1.0496	18.2808	19.0531	-0.0004	0.0023	-0.0062
O	8.487	6.44	14.069	-0.0006	-0.0064	0.0048
O	-2.3809	0.2637	13.784	-0.0005	0.0057	0.0029
O	2.7199	3.7007	10.2003	-0.006	-0.0058	0.0101
O	7.0969	8.8155	10.1893	0.0005	-0.0009	0.0116
O	-4.3116	13.8648	10.3114	-0.0024	0.0021	0.015
O	12.2112	9.4695	15.6198	-0.0002	0.006	0.0088
O	14.1276	-0.5162	12.4104	0.0097	-0.0123	0.009
O	1.844	12.9236	13.1444	-0.001	-0.0069	0.0013
O	1.9914	12.1023	10.59	0.0009	0.0076	0.0011
O	-0.6474	2.3046	14.0787	-0.0064	-0.003	0.0041
O	6.0024	5.5082	13.8913	0.004	-0.0035	0.0051
O	-0.7797	8.7287	20.5217	-0.0008	-0.0092	-0.0132
O	6.8351	7.1126	12.0656	-0.0007	0.0011	0.0136
O	6.598	-7.6489	15.929	0.0019	0.0109	0.0001
O	7.0217	1.0519	17.268	0.0066	-0.0042	-0.0003
O	0.9781	7.2788	10.7932	0.0045	0.0054	-0.0089
H	3.8513	-0.8074	7.9608	0.0024	0.0049	-0.0136
H	3.7009	4.5689	7.7684	-0.0018	0.0022	-0.0092
H	-0.0001	-0.806	7.9906	-0.003	0.0057	-0.0204
H	9.8593	2.2592	-9.7138	0.0024	0.3044	-0.41
H	1.9955	2.1731	-9.9297	-0.0178	0.2638	-0.3997
H	3.9756	-0.8651	-9.9424	-0.0156	-0.2655	-0.4108

Results
free energy: -143023.279 eV
free energy less fixed offsets of H -15.97, O -568.88, Si -635.61 eV per atom: -0.229 eV

The program warned: the cutoff lies below the one the program advises for these potential files; the exchange-correlation potential is rough where the density is thin.
